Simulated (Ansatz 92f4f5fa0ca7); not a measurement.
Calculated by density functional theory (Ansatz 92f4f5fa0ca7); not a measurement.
Periodic cell of 223 atoms, Si133O90, from a study of silicon, its oxide and their interface. The atomic structure is a simulated model.
Doubt: the cutoff is far below the 930 eV that the study's wrapper takes by default for these files, so forces and energies are approximate.
This geometry differs little from another in the collection (a relaxation step or a small displacement).

Settings: functional PBE; potential files Ansatz PAW; basis plane waves; wave-function cutoff 580 eV; density cutoff ratio 5; exchange-correlation grid ratio 1; k mesh 1 x 1 x 1, Gamma-centred; self-consistency stop 5e-08 eV per atom in the density residual; occupations fixed; spin none; net charge 0.

Cell vectors (angstrom)
a, 10.938, 0, 0
b, 0, 10.938, 0
c, 0, 0, 32.348

Atoms: element, x, y, z (angstrom)
Si, 0.3408, -0.2894, 24.7508
Si, 5.2895, 0.2934, 25.0523
Si, 3.0737, 2.4792, 25.0205
Si, 7.9462, 2.9316, 25.0125
Si, -0.2024, 5.6632, 24.7821
Si, 5.7565, 5.175, 24.9029
Si, 2.6228, 8.4064, 24.6526
Si, 8.4944, 7.9068, 24.8287
Si, 1.408, 1.2949, 26.1758
Si, 6.8342, 1.406, 26.3837
Si, 4.1794, 4.0917, 26.2886
Si, 9.6054, 4.1138, 26.183
Si, 1.4208, 6.8459, 26.0578
Si, 6.8989, 6.7994, 26.1789
Si, 4.1032, 9.5362, 26.1531
Si, 9.6526, 9.534, 26.1107
Si, 2.7554, -0.0457, 27.5755
Si, 8.2632, -0.0491, 27.5487
Si, 0.0252, 2.7035, 27.5273
Si, 5.4722, 2.7477, 27.6867
Si, 2.7337, 5.4827, 27.5284
Si, 8.2324, 5.4482, 27.5853
Si, 0.0481, 8.1751, 27.5292
Si, 5.4912, 8.1781, 27.5241
Si, 4.1018, 1.3673, 28.9298
Si, 9.5708, 1.3673, 28.9298
Si, 1.3673, 4.1018, 28.9298
Si, 6.8362, 4.1018, 28.9298
Si, 4.1018, 6.8362, 28.9298
Si, 9.5708, 6.8362, 28.9298
Si, 1.3673, 9.5708, 28.9298
Si, 6.8362, 9.5708, 28.9298
Si, 0, 0, 30.297
Si, 5.469, 0, 30.297
Si, 2.7345, 2.7345, 30.297
Si, 8.2035, 2.7345, 30.297
Si, 0, 5.469, 30.297
Si, 5.469, 5.469, 30.297
Si, 2.7345, 8.2035, 30.297
Si, 8.2035, 8.2035, 30.297
Si, 1.3673, 1.3673, 31.6643
Si, 6.8362, 1.3673, 31.6643
Si, 4.1018, 4.1018, 31.6643
Si, 9.5708, 4.1018, 31.6643
Si, 1.3673, 6.8362, 31.6643
Si, 6.8362, 6.8362, 31.6643
Si, 4.1018, 9.5708, 31.6643
Si, 9.5708, 9.5708, 31.6643
Si, 2.7345, 0, 0.6835
Si, 8.2035, 0, 0.6835
Si, 0, 2.7345, 0.6835
Si, 5.469, 2.7345, 0.6835
Si, 2.7345, 5.469, 0.6835
Si, 8.2035, 5.469, 0.6835
Si, 0, 8.2035, 0.6835
Si, 5.469, 8.2035, 0.6835
Si, 4.1018, 1.3673, 2.0507
Si, 9.5708, 1.3673, 2.0507
Si, 1.3673, 4.1018, 2.0507
Si, 6.8362, 4.1018, 2.0507
Si, 4.1018, 6.8362, 2.0507
Si, 9.5708, 6.8362, 2.0507
Si, 1.3673, 9.5708, 2.0507
Si, 6.8362, 9.5708, 2.0507
Si, 0, 0, 3.418
Si, 5.469, 0, 3.418
Si, 2.7345, 2.7345, 3.418
Si, 8.2035, 2.7345, 3.418
Si, 0, 5.469, 3.418
Si, 5.469, 5.469, 3.418
Si, 2.7345, 8.2035, 3.418
Si, 8.2035, 8.2035, 3.418
Si, 1.2214, 1.4978, 4.7696
Si, 6.8011, 1.3897, 4.8251
Si, 4.134, 4.0295, 4.794
Si, 9.5393, 4.1121, 4.8499
Si, 1.3663, 6.8202, 4.7649
Si, 6.7901, 6.9006, 4.7826
Si, 4.0763, 9.6189, 4.7718
Si, 9.6082, 9.5459, 4.7196
Si, 2.666, 0.1385, 5.9657
Si, 8.1824, -0.0806, 6.0328
Si, -0.1777, 2.7187, 6.3789
Si, 5.4377, 2.6845, 6.3358
Si, 2.6664, 5.3598, 6.0651
Si, 8.1625, 5.5343, 6.1485
Si, 0.0386, 8.2178, 6.1184
Si, 5.386, 8.2518, 6.1915
Si, 3.675, 1.5473, 7.5581
Si, 9.6194, 0.8905, 7.6063
Si, 1.5264, 3.8989, 7.5588
Si, 6.5339, 4.46, 7.4809
Si, 4.1828, 6.5853, 7.3288
Si, 9.3675, 7.14, 7.4248
Si, 1.1954, 9.8956, 7.3001
Si, 7.0748, 9.355, 7.4395
O, 9.6051, 6.7857, 24.2929
O, 4.1758, 1.3736, 24.4565
O, 8.1943, 8.2108, 7.8873
O, 2.6486, 2.7693, 8.0284
O, 6.861, 4.0358, 24.4116
O, 1.4671, 9.5342, 24.2093
O, 5.3592, 5.5551, 7.8443
O, 0.0083, -0.0432, 7.8437
O, 7.124, 4.0756, 8.9583
O, 6.7104, 10.213, 8.8227
O, 10.1706, 6.6729, 8.7897
O, 2.0796, 9.5576, 8.6392
O, 3.9055, 0.6204, 8.929
O, 1.0481, 4.6986, 8.9338
O, 8.8712, 0.7963, 9.1067
O, 3.3667, 7.1156, 8.6428
O, 7.77, 8.5356, 23.4841
O, 8.5468, 2.0653, 23.7689
O, 5.0936, 5.7874, 23.5336
O, 2.4754, 3.2724, 23.734
O, 10.6222, 0.4257, 23.4091
O, 0.4205, 4.9454, 23.4205
O, 3.3803, 7.7975, 23.2813
O, 6.1571, 10.6622, 23.7975
Si, 9.5567, 2.5493, 19.9387
Si, 5.582, 6.697, 19.6372
Si, 8.0014, 3.4026, 14.5565
Si, 13.3163, 3.2324, 13.3518
Si, 4.6618, 1.4275, 13.6002
Si, 5.0211, 7.2131, 14.323
Si, 4.0128, 5.4646, 12.2698
Si, 4.0121, 6.4571, 22.5189
Si, 9.6354, 10.9131, 14.3608
Si, 6.8235, 5.5264, 12.6417
Si, 7.3131, 1.9086, 12.1784
Si, 3.3143, 13.5122, 17.8279
Si, 7.9883, 4.37, 10.2949
Si, 9.1924, 7.8113, 14.6492
Si, 7.5603, 0.5118, 18.4698
Si, 9.7776, 5.1788, 16.2567
Si, 7.7089, 9.6838, 16.2888
Si, 2.1837, 11.343, 12.4174
Si, 7.9936, 15.8618, 18.7814
Si, 12.4885, 13.481, 20.0737
Si, -1.6467, 1.0867, 22.7186
Si, 4.938, 10.0251, 15.4065
Si, 2.858, 10.9465, 19.2453
Si, 5.5689, 9.6656, 20.1021
Si, 10.75, 5.4455, 9.6982
Si, 7.1019, 9.8453, 22.7761
Si, 6.2801, 13.8302, 17.0079
Si, -3.1217, -0.1946, 9.9217
Si, 1.7403, 4.267, 16.0848
Si, -1.6972, 9.1496, 11.9782
Si, 1.0016, 8.9302, 14.261
Si, 3.4925, 7.6278, 10.1747
Si, 1.7441, 4.2838, 22.7139
Si, 2.5381, 9.1445, 16.9693
Si, 14.0055, 10.3522, 9.6765
Si, 3.98, 6.4012, 17.0681
Si, 11.6832, -3.4894, 11.7279
O, 5.0803, 6.6911, 15.8751
O, 3.7103, 2.6453, 14.1151
O, 6.6461, 3.1885, 15.4469
O, 3.9926, 10.124, 20.0946
O, 4.2589, 6.4332, 10.9712
O, 1.3427, 3.3679, 21.4478
O, 4.0981, 9.1638, 10.2053
O, -3.3965, -5.23, 11.1654
O, 10.6487, -2.3037, 11.3687
O, 9.2057, 3.7974, 15.5798
O, 5.4363, 4.6922, 12.4237
O, 3.5601, 10.1579, 16.2257
O, 6.3852, 6.877, 13.4727
O, 10.3054, 9.1243, 14.6757
O, 6.1008, 9.6305, 16.4586
O, 9.7886, 6.3789, 15.1062
O, 13.7652, 4.3415, 12.1986
O, 6.7408, 1.379, 17.3632
O, 1.5482, 8.69, 15.7549
O, 1.9675, 9.9088, 18.3063
O, 14.1479, 7.7715, 17.4862
O, 4.6983, 14.0853, 17.2276
O, 8.67, 12.3831, 19.16
O, 5.7912, 2.071, 12.6691
O, 8.2307, 2.0862, 13.5657
O, 2.7566, 5.4603, 22.2387
O, 8.8827, 14.98, 19.8435
O, 2.0805, 10.9507, 10.8407
O, -3.107, 4.7086, 13.604
O, 10.7066, 11.8384, 14.9422
O, 7.7925, 3.1064, 11.2453
O, 8.7397, 7.9812, 13.074
O, 2.7546, 14.2036, 19.2193
O, 12.471, 4.0574, 14.4725
O, 8.2862, 10.8304, 22.2314
O, 13.0085, 7.7832, 10.907
O, 12.5651, 1.9415, 12.6532
O, 8.1698, 10.6507, 15.0643
O, 4.7273, 16.8869, 18.4496
O, 8.3084, 10.1932, 17.7159
O, 5.3005, 11.4844, 14.8001
O, 3.7778, 0.3786, 12.7299
O, 7.0068, 14.8483, 18.0151
O, -1.5197, 10.5844, 12.7455
O, 9.7043, 2.0288, 21.4725
O, 5.7556, 8.2813, 19.2564
O, 2.9272, 5.3134, 16.4953
O, -2.5854, -1.5709, 10.6409
O, 6.484, 21.8185, 19.539
O, 11.9591, 7.5507, 13.3579
O, 6.1126, 9.3397, 21.5996
O, 2.1359, 2.8182, 16.7274
O, 7.0807, 16.9365, 19.6304
O, 7.2496, 11.549, 11.2122
O, 8.9431, 16.5444, 17.6119
O, 1.9416, 0.9357, 20.2498
O, 3.779, -4.4861, 13.5677
O, 8.1566, 8.1755, 15.8408
O, 0.2204, 5.9948, 11.1923
O, 4.8116, 8.8338, 14.2824
O, 11.0536, 13.5524, 19.2932
O, 4.7897, 6.6544, 21.0856
O, 1.5301, 10.1695, 13.3693
O, 11.3106, 4.8992, 16.6962
O, 3.6019, 1.0216, 18.2045
O, 9.5557, 4.3703, 9.8797

Results
free energy: -135733.026 eV
free energy less fixed offsets of O -568.88, Si -635.61 eV per atom: 2.304 eV

Forces (eV/angstrom), in the order of the atoms: element, x, y, z
Si, 0.0145, -0.0184, -0.0045
Si, -0.015, 0.0202, -0.0247
Si, 0.021, -0.0088, 0.0798
Si, -0.0184, 0.01, 0.0096
Si, -0.0109, 0.0216, -0.0084
Si, 0.0125, -0.0108, -0.0009
Si, -0.017, 0.0002, -0.0227
Si, 0.0084, -0.0094, -0.0108
Si, 0.0097, -0.004, -0.001
Si, 0.0024, 0.0052, 0.0053
Si, -0.0006, -0.0145, 0.0028
Si, -0.0054, 0.0027, 0.0051
Si, 0.0019, 0, 0.0062
Si, 0.0065, -0.008, 0.0003
Si, -0.0039, -0.0001, 0.0101
Si, 0.0028, -0.0045, 0.0002
Si, -0.0065, -0.0001, -0.0051
Si, -0.0041, 0.0053, -0.0026
Si, -0.002, 0.0029, -0.0078
Si, -0.0046, 0.0061, -0.0129
Si, -0.0018, 0.0048, -0.0089
Si, 0.0026, 0.0033, -0.0069
Si, 0.0014, -0.0023, 0.0014
Si, -0.0028, 0.0025, -0.0051
Si, -0.2497, -0.2777, 0.419
Si, 0.1524, -0.094, -0.1405
Si, 0.0304, -0.0161, -0.3049
Si, 0.3176, 0.2663, 0.6449
Si, 0.0107, 0.0213, -0.2173
Si, 0.221, 0.0434, -0.0305
Si, 0.0082, -0.1742, 0.0871
Si, 0.1087, -0.1499, -0.2431
Si, 0.017, 0.0142, -0.0192
Si, -0.0385, 0.0699, -0.0114
Si, -0.0123, -0.0552, 0.0045
Si, -0.0488, 0.0792, -0.0001
Si, -0.0582, 0.034, -0.0127
Si, 0.0678, 0.0174, 0.003
Si, -0.0322, 0.0568, -0.0162
Si, 0.0007, 0.0098, -0.0163
Si, -0.0245, -0.0024, -0.0011
Si, 0.0428, -0.064, -0.017
Si, 0.0194, 0.0056, -0.0198
Si, 0.0326, -0.0454, -0.0156
Si, 0.09, -0.032, -0.0268
Si, -0.0195, -0.0088, -0.009
Si, 0.0013, -0.0454, -0.0231
Si, -0.0151, 0.0254, -0.0156
Si, 0.0602, -0.0067, -0.0154
Si, -0.0549, 0.0497, 0.0051
Si, -0.0203, 0.023, 0.05
Si, -0.0429, 0.0429, 0.0397
Si, -0.0906, 0.0376, -0.0003
Si, 0.0109, -0.0134, -0.0194
Si, -0.0227, 0.0069, 0.0318
Si, 0.0284, 0.0219, 0.0447
Si, -0.1158, -0.1438, 0.0184
Si, -0.0185, -0.1466, -0.0155
Si, 0.1489, 0.0402, -0.01
Si, 0.059, 0.0596, 0.0245
Si, -0.0279, -0.0664, 0.0125
Si, -0.131, -0.1054, 0.0058
Si, 0.0686, 0.0799, 0.0029
Si, 0.0993, 0.0407, 0.0083
Si, -0.0303, 0.3054, -0.3713
Si, 0.0703, 0.1799, -0.0065
Si, -0.2502, 0.1224, -0.1252
Si, -0.1124, 0.098, 0.3573
Si, -0.195, -0.2026, 0.125
Si, -0.0086, -0.0768, 0.1468
Si, 0.0461, 0.0219, 0.0074
Si, -0.0635, -0.0403, -0.3028
Si, 0.0041, -0.0028, 0.0023
Si, -0.0006, -0.0038, 0.0105
Si, -0.0049, 0.0031, 0.0045
Si, -0.0006, 0.0011, 0.009
Si, -0.0012, 0.0003, 0.0076
Si, -0.0004, -0.0059, -0.0026
Si, 0.0065, -0.002, 0.0052
Si, -0.0022, -0.0017, 0.0087
Si, -0.0044, 0.0103, -0.0014
Si, 0.0064, 0.003, -0.0122
Si, -0.0044, -0.0035, 0.0038
Si, 0.0055, 0.006, 0.0007
Si, 0.0059, -0.0033, -0.0005
Si, -0.0028, -0.0045, 0.0024
Si, 0.0059, 0.0093, 0
Si, 0.0063, 0.0094, 0.0002
Si, -0.0072, 0.0029, 0.0121
Si, -0.0033, 0.0002, 0.003
Si, 0.0064, -0.0064, 0.0002
Si, -0.0038, -0.0013, -0.0062
Si, -0.0023, -0.0167, 0.0059
Si, -0.003, -0.0001, 0.0053
Si, -0.0129, 0.0014, -0.004
Si, 0.0001, -0.0006, 0.0072
O, 0.0013, -0.007, 0.0065
O, 0.0242, -0.0259, -0.0005
O, -0.0036, 0.0015, -0.0061
O, 0.0006, -0.0032, -0.0042
O, 0.0015, 0.0001, 0.0016
O, 0.0035, 0.0023, 0.0079
O, 0.0004, 0.0048, -0.0017
O, 0.0016, -0.0021, -0.001
O, 0.0004, 0.003, -0.0028
O, -0.004, -0.0039, -0.005
O, -0.0017, 0, -0.0025
O, -0.0028, -0.0031, -0.0016
O, -0.0011, 0.0047, -0.0081
O, -0.0006, -0.0005, -0.003
O, 0.0007, -0.0026, -0.001
O, 0.0027, -0.0016, -0.0077
O, -0.0013, 0.0019, 0.0048
O, -0.0038, 0.0059, 0.0031
O, -0.0035, 0.0003, 0.003
O, 0.0062, -0.018, -0.0162
O, 0.0089, -0.004, 0.0091
O, -0.0111, 0.0085, 0.0123
O, -0.0014, 0.0042, 0.0096
O, 0.0033, -0.0013, 0.0073
Si, -0.0011, -0.0023, -0.0106
Si, 0.0026, 0.0024, 0.0049
Si, 0.0227, -0.0172, 0.0057
Si, -0.0002, 0.0016, -0.0042
Si, 0.0064, 0.0049, -0.0038
Si, 0.0037, -0.0011, -0.0097
Si, 0.0023, -0.0069, -0.0028
Si, 0.006, 0.0033, 0.003
Si, -0.1491, 0.1636, -0.0382
Si, -0.001, -0.0086, 0.0006
Si, 0.0113, -0.0005, 0.0031
Si, -0.0005, 0.0018, -0.0013
Si, -0.0045, -0.0087, 0.0104
Si, -0.0159, -0.0432, -0.0256
Si, 0.0053, 0.0028, -0.0101
Si, -0.0088, -0.0279, -0.0072
Si, 0.0034, 0.0579, -0.0309
Si, 0.0098, 0.0356, -0.0302
Si, -0.0017, -0.0057, 0.0008
Si, -0.0019, -0.0026, -0.0084
Si, -0.0005, -0.0057, -0.0083
Si, 0.0123, 0, -0.0135
Si, 0.002, 0.0018, 0.0076
Si, -0.0006, 0.0044, -0.0015
Si, -0.0042, -0.0042, -0.0002
Si, -0.007, -0.0042, -0.0008
Si, 0.0065, -0.0044, -0.0066
Si, 0.0036, 0.0044, 0.0073
Si, -0.0029, -0.0086, -0.0077
Si, -0.0252, 0.0297, -0.0048
Si, 0.0359, -0.0051, -0.0324
Si, -0.0022, 0.0003, 0.0079
Si, -0.0166, 0.0408, -0.0003
Si, 0.0125, 0.0027, 0.0228
Si, -0.0012, 0.0017, 0.0057
Si, 0.0055, -0.0102, -0.0037
Si, 0.0063, -0.0075, -0.0226
O, 0.001, 0.0005, 0.0042
O, -0.0009, -0.002, 0.0051
O, -0.0069, 0.0007, 0.0048
O, 0.0008, -0.0018, -0.0031
O, -0.0027, 0.0043, -0.0019
O, -0.0167, -0.0195, -0.0383
O, -0.0035, 0.0027, -0.0001
O, 0.0021, 0.002, -0.0034
O, 0.0169, -0.0051, 0.0051
O, -0.0014, 0.0242, 0.0091
O, -0.004, 0.006, 0.0023
O, -0.003, 0.0064, 0
O, -0.0024, -0.0019, 0
O, 0.0585, -0.1889, 0.0211
O, 0.0073, -0.0014, 0.0088
O, -0.0011, 0.0317, -0.0074
O, 0.0012, 0.0034, 0.0025
O, -0.0029, -0.0037, 0.0044
O, 0.0002, -0.0116, 0.0067
O, -0.0005, -0.0019, -0.0079
O, -0.0029, 0.003, 0.0055
O, -0.0041, 0.0002, 0.0037
O, 0.001, 0.0009, 0.0015
O, -0.0047, 0.001, 0.0035
O, -0.0143, -0.0007, -0.0104
O, 0.0061, 0.0156, -0.0052
O, -0.0009, 0.0028, -0.0023
O, 0.0025, -0.0057, -0.0088
O, -0.0047, 0.0106, -0.0029
O, 0.0588, 0.0435, 0.0253
O, -0.0009, 0.0057, -0.0051
O, 0.0281, 0.0077, 0.0258
O, 0.0021, -0.001, -0.0021
O, 0.0019, 0.0017, 0.001
O, 0.0005, -0.0013, -0.002
O, 0.0003, -0.0028, -0.0002
O, 0, -0.0125, 0.007
O, 0.0028, -0.0466, 0.0248
O, 0.0005, 0.0001, 0.0016
O, -0.0134, -0.0079, -0.0087
O, -0.0038, -0.0009, 0.0079
O, 0.0032, -0.0069, 0.0031
O, -0.0013, 0.0054, 0.0038
O, -0.0002, -0.0331, -0.0028
O, 0.0032, 0.0012, -0.0011
O, -0.002, -0.0025, -0.0025
O, -0.0022, 0.001, 0
O, 0.0001, -0.0001, -0.0008
O, 0, -0.0021, -0.0026
O, -0.0183, 0.0197, 0.0184
O, 0.0064, 0.0014, 0.0107
O, 0.001, -0.0002, 0.0013
O, -0.002, 0.0022, -0.0022
O, -0.0006, -0.0058, -0.0087
O, -0.0004, 0.0051, 0.0017
O, 0.0001, -0.0003, -0.0016
O, -0.0035, 0.0006, 0.0019
O, -0.004, 0.0088, 0.0088
O, -0.0017, 0.0004, -0.0008
O, -0.0061, 0.003, 0.004
O, 0.0003, 0.0006, -0.0008
O, -0.0018, 0.0007, -0.0025
O, -0.0281, -0.0109, 0.0361
O, 0.0022, 0.0055, 0.0029
O, -0.0007, -0.0042, -0.0029
O, 0.006, 0.0026, -0.0007

The program warned: the cutoff lies below the one the program advises for these potential files; the forces do not sum to zero within the program's tolerance; the exchange-correlation potential is rough where the density is thin.
